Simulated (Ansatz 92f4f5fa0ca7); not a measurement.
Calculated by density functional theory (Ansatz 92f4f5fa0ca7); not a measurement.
Periodic cell of 219 atoms, Si133O78N8, from a study of silicon, its oxide and their interface. The atomic structure is a simulated model.
Doubt: the cutoff is far below the 930 eV that the study's wrapper takes by default for these files, so forces and energies are approximate.
This geometry differs little from another in the collection (a relaxation step or a small displacement).

Settings
functional: PBE
potential files: Ansatz PAW
basis: plane waves
wave-function cutoff: 580 eV
density cutoff ratio: 5
exchange-correlation grid ratio: 1
k mesh: 1 x 1 x 1, Gamma-centred
self-consistency stop: 5e-08 eV per atom in the density residual
occupations: fixed
spin: none
net charge: 0

Cell vectors (angstrom)
a  10.938  0  0
b  0  10.938  0
c  0  0  31.3845

Atoms: element, x, y, z (angstrom)
Si  -0.1234  0.4264  24.0701
Si  5.7597  -0.3649  24.038
Si  2.6419  2.9067  24.1865
Si  8.3525  2.4358  23.8724
Si  0.2529  4.982  23.7168
Si  5.2194  5.7124  23.7857
Si  2.9451  8.0849  23.6901
Si  8.0105  8.3861  23.8777
Si  1.3753  1.4505  25.5013
Si  6.9049  1.246  25.3116
Si  4.1586  4.2286  25.3153
Si  9.5164  4.0744  25.1562
Si  1.3467  6.7942  24.9613
Si  6.8745  6.7777  25.1754
Si  4.0173  9.549  25.2324
Si  9.588  9.6191  25.157
Si  2.7429  -0.0203  26.6598
Si  8.2761  -0.0424  26.6622
Si  -0.072  2.816  26.6739
Si  5.5055  2.723  26.584
Si  2.6791  5.5274  26.581
Si  8.2114  5.4524  26.5768
Si  0.021  8.1766  26.478
Si  5.4745  8.176  26.5669
Si  4.1018  1.3673  27.9663
Si  9.5708  1.3673  27.9663
Si  1.3673  4.1018  27.9663
Si  6.8362  4.1018  27.9663
Si  4.1018  6.8362  27.9663
Si  9.5708  6.8362  27.9663
Si  1.3673  9.5708  27.9663
Si  6.8362  9.5708  27.9663
Si  0  0  29.3335
Si  5.469  0  29.3335
Si  2.7345  2.7345  29.3335
Si  8.2035  2.7345  29.3335
Si  0  5.469  29.3335
Si  5.469  5.469  29.3335
Si  2.7345  8.2035  29.3335
Si  8.2035  8.2035  29.3335
Si  1.3673  1.3673  30.7008
Si  6.8362  1.3673  30.7008
Si  4.1018  4.1018  30.7008
Si  9.5708  4.1018  30.7008
Si  1.3673  6.8362  30.7008
Si  6.8362  6.8362  30.7008
Si  4.1018  9.5708  30.7008
Si  9.5708  9.5708  30.7008
Si  2.7345  0  0.6835
Si  8.2035  0  0.6835
Si  0  2.7345  0.6835
Si  5.469  2.7345  0.6835
Si  2.7345  5.469  0.6835
Si  8.2035  5.469  0.6835
Si  0  8.2035  0.6835
Si  5.469  8.2035  0.6835
Si  4.1018  1.3673  2.0507
Si  9.5708  1.3673  2.0507
Si  1.3673  4.1018  2.0507
Si  6.8362  4.1018  2.0507
Si  4.1018  6.8362  2.0507
Si  9.5708  6.8362  2.0507
Si  1.3673  9.5708  2.0507
Si  6.8362  9.5708  2.0507
Si  0  0  3.418
Si  5.469  0  3.418
Si  2.7345  2.7345  3.418
Si  8.2035  2.7345  3.418
Si  0  5.469  3.418
Si  5.469  5.469  3.418
Si  2.7345  8.2035  3.418
Si  8.2035  8.2035  3.418
Si  1.2968  1.3962  4.8067
Si  6.8718  1.3457  4.6475
Si  4.0199  4.1416  4.7998
Si  9.5472  4.1322  4.7725
Si  1.4671  6.7758  4.8747
Si  6.8403  6.8898  4.7898
Si  4.1168  9.4863  4.798
Si  9.5498  9.5763  4.8491
Si  2.6835  -0.0621  6.0377
Si  8.05  0.0428  6.1648
Si  -0.1405  2.7497  6.2216
Si  5.5372  2.7514  5.8729
Si  2.7357  5.3374  6.4895
Si  8.2137  5.5461  6.1289
Si  0.0668  8.1794  6.1601
Si  5.471  8.1202  6.2867
Si  4.2921  1.2259  7.0704
Si  8.953  1.8259  7.4299
Si  0.9445  4.1298  7.8224
Si  6.7757  4.1304  7.3177
Si  4.5747  6.379  7.7552
Si  9.8732  6.5939  7.4873
Si  1.3781  9.5987  7.5418
Si  6.4613  9.8896  7.5707
N  5.7107  5.1231  8.4087
O  2.1963  -2.3002  8.5983
O  1.5345  3.971  23.6373
N  6.5275  9.1778  23.281
N  0.8463  10.4995  20.3383
O  -1.315  1.4307  23.5084
N  5.1786  0.0864  8.1186
O  -0.1119  5.3916  8.1646
O  9.2807  7.5227  8.7006
O  0.5735  10.6999  8.4678
O  4.177  7.0985  9.2151
N  1.2936  3.1221  9.3097
O  3.4809  2.4717  7.848
O  7.8909  3.0243  7.9143
O  7.267  9.2798  8.8986
N  15.2873  7.147  23.1168
O  5.6714  4.6966  22.5572
O  7.6497  2.9559  22.4605
O  13.2334  -2.0061  22.3788
O  8.8629  7.8279  22.5294
O  3.2691  2.2376  22.8357
Si  8.567  8.6263  9.655
Si  2.6233  7.0558  12.5845
Si  11.4679  3.3028  15.87
Si  1.8977  -0.5259  21.7228
Si  4.6806  11.0585  9.7913
Si  12.3345  8.6469  15.0982
Si  12.2815  -1.33  18.9394
Si  8.0355  -3.3509  21.1248
Si  6.1621  0.4496  18.0823
Si  2.9967  2.707  9.3813
Si  16.1247  4.5127  9.9768
Si  10.1798  0.094  17.7176
Si  10.6476  -10.0302  20.342
Si  10.9597  14.8095  20.8173
Si  16.4556  -2.8034  22.2501
Si  -1.672  7.9113  14.8395
Si  12.2011  6.9686  17.6729
Si  13.0375  4.3104  18.5179
Si  -2.5483  4.9804  19.5368
Si  7.1809  13.0959  13.878
Si  14.9561  2.4961  17.3395
Si  8.4099  10.3703  19.7913
Si  3.2078  8.279  9.8216
Si  7.9609  -0.293  15.6598
Si  5.4236  6.111  12.8215
Si  12.6593  11.4051  16.2905
Si  4.8218  3.74  14.7232
Si  8.2103  -4.1227  12.2416
Si  17.3586  3.6222  21.576
Si  20.455  -5.5067  16.7475
Si  10.4145  0.194  9.5952
Si  15.0525  9.9961  20.0404
Si  4.3309  1.4483  21.9111
Si  19.764  14.5899  11.9373
Si  11.54  2.6689  10.8565
Si  6.5741  12.9167  11.0246
Si  13.1301  3.8975  13.2078
O  3.5151  1.284  10.0864
O  10.8519  17.0464  17.3805
O  19.0535  -8.4138  10.9704
O  11.1011  2.2589  21.1418
O  8.6782  6.4786  20.1473
O  9.6451  4.0257  19.8876
O  18.6102  11.635  14.3914
O  4.1549  3.6771  16.2077
O  16.2349  16.1261  14.1621
O  -1.5381  -1.0813  18.5741
O  8.4451  5.2428  11.8157
O  5.2859  2.5189  21.0919
O  6.5576  7.0602  21.5874
O  6.7943  -4.0034  13.019
O  1.1769  3.9035  14.493
O  13.3313  5.8955  18.2006
O  10.7317  4.8696  22.1125
O  9.6204  -1.1371  10.1223
O  16.415  -9.047  17.7588
O  5.0778  -0.4646  18.846
O  6.1752  12.9725  12.5958
O  0.6824  1.6539  15.7531
O  18.3194  0.5391  19.1634
O  7.7675  -1.9276  20.3713
O  8.1756  9.1074  15.1419
O  6.1748  2.8422  14.9531
O  10.3585  3.6231  11.4274
O  -0.9621  4.007  16.0218
O  11.1152  12.0044  10.8007
O  9.3002  0.3355  16.3778
O  5.4265  0.6477  22.7952
O  8.103  7.7914  10.9559
O  9.25  0.2523  20.9327
O  9.3607  1.1938  8.8846
O  10.7035  8.6034  15.1677
O  9.3186  7.4213  13.2742
O  13.1672  5.4608  12.6795
O  12.9074  10.2079  15.1631
N  3.387  0.2479  21.0927
O  11.7227  8.0732  18.7785
O  13.2918  7.6791  11.0853
O  3.3972  3.3071  18.6281
O  1.2925  -7.2597  17.2506
O  5.8506  13.9646  10.0298
O  12.2773  4.2863  19.9571
O  13.862  9.2941  19.1889
O  12.6971  2.8656  12.0103
O  10.2946  1.3601  18.7752
O  4.0837  9.6026  10.2647
O  3.1044  1.2214  16.7814
O  14.534  4.1232  9.9683
O  12.7955  7.965  13.6907
N  11.827  10.5416  17.5367
O  11.9066  11.1102  22.8569
O  6.6984  -0.253  16.7046
O  8.9243  6.5595  15.712
O  19.3122  5.1177  17.8959
O  12.846  18.6617  16.3588
O  4.2252  7.1978  12.8323
O  8.4651  3.1142  13.4596
O  6.0805  0.485  10.5886
O  15.7929  8.9328  21.0127
O  5.4826  5.3136  11.3754
O  14.5862  3.2948  13.6657
O  7.0454  4.3234  20.2198

Results
free energy: -131991.579 eV
free energy less fixed offsets of N -385.13, O -568.88, Si -635.61 eV per atom: -1.769 eV

Forces (eV/angstrom), in the order of the atoms: element, x, y, z
Si  -0.0085  -0.012  -0.0161
Si  -0.0209  0.0026  -0.0053
Si  0.0235  -0.0029  -0.0297
Si  -0.0212  -0.0134  -0.0052
Si  0.0075  0.0003  -0.0191
Si  0.0047  0.0113  -0.0178
Si  -0.0141  0.0053  0.0208
Si  -0.0149  -0.0455  -0.0363
Si  0.0027  -0.0112  0.0128
Si  0.0011  0.0075  -0.0099
Si  0.0044  -0.0204  0.0058
Si  -0.0068  0.0066  0.0062
Si  0.0088  0.0038  -0.011
Si  0.0092  -0.0025  0.0099
Si  -0.0014  0.0114  0.0183
Si  0.0257  0.0321  -0.0059
Si  0.0116  -0.0165  -0.0154
Si  0.001  0.0191  0.0038
Si  -0.0057  0.0031  0.0046
Si  0.0041  -0.0029  -0.0135
Si  -0.0165  0.0045  0.0015
Si  -0.0078  -0.007  -0.0096
Si  0.0069  -0.0133  0.0026
Si  -0.0069  0.01  -0.0297
Si  0.1958  0.1418  0.038
Si  0.0881  0.0867  0.6107
Si  -0.1282  0.5227  0.2624
Si  0.2501  -0.172  -0.0426
Si  -0.1426  0.1709  -0.0641
Si  0.1973  0.0248  -0.5041
Si  -0.2054  -0.4404  -0.1305
Si  -0.0614  -0.2612  -0.0017
Si  -0.0181  0.0554  -0.0049
Si  0.0455  0.0941  -0.009
Si  0.0487  -0.026  -0.0516
Si  -0.0724  -0.0297  0.0518
Si  0.1254  0.0527  0.0546
Si  -0.0633  -0.0843  -0.0638
Si  -0.005  -0.0215  0.0119
Si  -0.0379  0.0145  -0.0356
Si  0.006  -0.0379  -0.0245
Si  0.0523  -0.0183  -0.0042
Si  -0.0479  -0.0004  -0.0153
Si  -0.0082  -0.0394  -0.0211
Si  -0.0059  -0.0042  0.0033
Si  0.0472  0.0107  -0.0278
Si  -0.0402  0.0119  -0.0273
Si  -0.0116  0.0448  -0.012
Si  0.0299  0.0865  0.0236
Si  -0.0481  0.0404  0.0191
Si  0.0183  -0.0302  0.0004
Si  -0.001  -0.0091  0.0191
Si  0.0028  -0.0003  0.0221
Si  -0.0352  -0.028  0.0311
Si  0.0001  -0.0052  -0.0004
Si  0.013  -0.0261  0.0007
Si  -0.0938  -0.1195  0.0785
Si  0.0152  0.0627  -0.076
Si  -0.017  -0.0774  -0.026
Si  0.0046  -0.0823  0.0555
Si  0.0116  0.0435  -0.0524
Si  0.1012  0.1092  0.0627
Si  -0.0698  -0.0521  0.1087
Si  0.0213  0.0187  -0.0605
Si  -0.3473  0.065  0.2417
Si  -0.2675  -0.5136  -0.2819
Si  -0.4271  0.0955  0.126
Si  0.5343  0.201  -0.6658
Si  0.3677  0.1127  0.3064
Si  -0.2426  0.2651  0.3214
Si  0.1557  -0.5277  0.0193
Si  0.063  0.3353  0.0418
Si  -0.0102  0.0135  -0.0015
Si  -0.0019  0.0017  -0.0011
Si  -0.0088  0.0072  -0.0057
Si  -0.0161  -0.0056  -0.0066
Si  0.0016  0.0021  -0.0027
Si  -0.006  -0.0028  -0.0044
Si  0.0209  -0.0084  -0.0054
Si  -0.0061  0.007  0.0044
Si  -0.0349  -0.0131  0.0113
Si  0.0017  -0.0128  -0.0053
Si  0.0068  -0.0214  0.0083
Si  -0.0028  -0.013  0.0151
Si  0.0129  -0.0067  0.0241
Si  0.0113  -0.0013  0.0206
Si  -0.0026  -0.0071  0.0046
Si  -0.0008  0.0112  0.0153
Si  0.019  0.0272  0.0055
Si  0.0008  0.0261  0.0092
Si  -0.0323  0.0142  -0.0272
Si  0.0138  -0.0144  -0.0166
Si  -0.0194  0.0226  -0.0039
Si  -0.03  0.0127  -0.0372
Si  0.0149  0.0152  -0.0122
Si  0.0005  -0.0147  -0.0053
N  0.0115  0.0086  -0.0124
O  0  -0.0045  -0.001
O  -0.0112  0.0101  0.0006
N  0.0038  0.0216  0.0043
N  0.0051  -0.0004  0.0069
O  0.0109  -0.0064  0.006
N  0.0203  -0.016  -0.015
O  0.0311  -0.0276  0.011
O  -0.0102  0.0145  0.0217
O  -0.0029  0.0026  0.0037
O  -0.0008  -0.0039  -0.0035
N  0.0116  0.0068  -0.0091
O  0.0036  -0.0059  -0.0086
O  0.0078  -0.0113  -0.0086
O  -0.0139  0.0089  -0.0082
N  -0.0097  -0.0252  -0.0026
O  -0.002  0.0048  0.0014
O  0.0041  -0.0007  0.0015
O  0.0032  -0.0035  -0.0097
O  0.0018  0.0022  0.0075
O  -0.0008  -0.002  0.0027
Si  0.0105  -0.0072  -0.0094
Si  -0.0004  0.0044  0.0013
Si  -0.0016  -0.0016  -0.0004
Si  0.0035  -0.0037  -0.0113
Si  -0.0061  0.0003  0.0052
Si  -0.0012  -0.0005  -0.0015
Si  -0.0027  0.0007  -0.0055
Si  0.0029  0.0034  0.0047
Si  0.0028  0.0013  -0.0044
Si  0.0115  -0.0074  0.0107
Si  0.0013  0.0011  0.0045
Si  -0.0002  -0.0018  -0.0024
Si  -0.0009  0.0011  -0.0019
Si  0.0038  -0.0001  0.0056
Si  0.0245  0.0029  0.0071
Si  0  0.0005  -0.0017
Si  -0.0001  -0.0018  -0.0026
Si  -0.0006  -0.0017  -0.0014
Si  -0.0014  0.0025  0.0009
Si  -0.0003  -0.0008  0.0018
Si  -0.0008  0.0003  -0.002
Si  -0.0014  -0.0012  0.0005
Si  0.0001  -0.0006  -0.0028
Si  0.0001  -0.0019  -0.0026
Si  -0.0023  0.0011  0.005
Si  -0.0003  -0.001  -0.0036
Si  0.0015  -0.0007  0.0016
Si  0.0044  0.0017  0.0012
Si  0.0002  0.0002  0.0003
Si  0.0002  0.0005  -0.0033
Si  -0.0044  -0.0111  -0.0086
Si  0.0026  -0.0013  -0.0073
Si  0.0157  0.0043  0.014
Si  -0.0062  0.0012  0.0052
Si  -0.0103  -0.0017  0.0126
Si  0  -0.0039  0.0086
Si  0.0025  0.0028  0.0075
O  -0.0033  0.0048  0.0017
O  0  -0.0008  -0.0027
O  0  -0.0004  -0.0046
O  0.0003  -0.0023  -0.0018
O  0.0002  -0.0029  -0.0059
O  -0.0024  -0.0025  -0.0068
O  -0.0003  -0.0002  -0.0025
O  -0.0007  -0.0006  -0.0003
O  -0.0003  0.0013  -0.0029
O  -0.0001  -0.0011  -0.0041
O  -0.0014  0.0011  -0.0042
O  -0.0029  -0.0016  -0.0085
O  -0.0011  0.0005  -0.006
O  0.0022  -0.0002  -0.0012
O  0.0023  0.0011  -0.0069
O  -0.0001  -0.0004  -0.0019
O  -0.0019  0.0021  0.0036
O  -0.0006  0.0027  0.0011
O  0.0001  -0.0006  -0.0027
O  -0.0035  -0.0033  -0.0003
O  0.0005  0.0021  -0.0056
O  0.0008  -0.0011  -0.0027
O  0.0004  0.0002  -0.0043
O  -0.001  0.0001  -0.0053
O  0.0001  0  -0.0027
O  0.0017  -0.0009  -0.0029
O  0.0089  -0.0027  -0.0065
O  -0.001  -0.0009  -0.0028
O  0.0034  0.0075  -0.0007
O  -0.0009  0.0012  -0.0041
O  -0.0088  0.0086  -0.0119
O  -0.0046  -0.0028  0.0052
O  0.0011  0.0008  -0.0035
O  0.0036  0.0003  -0.0009
O  0.0012  -0.0007  -0.0027
O  -0.0011  -0.0017  -0.0034
O  0  0.0006  -0.0032
O  0.001  0.0001  -0.0019
N  -0.0122  -0.0078  -0.0009
O  0.0003  0.001  -0.0026
O  -0.0011  -0.0024  0.0018
O  -0.0006  0.0003  -0.0021
O  0.0006  -0.0008  0.0007
O  -0.0038  0.0006  -0.0019
O  0.0008  0.0005  -0.0046
O  0.0001  0.0004  -0.0031
O  -0.0018  -0.0042  -0.009
O  -0.0001  0.0001  -0.0021
O  0.0014  0.0013  -0.0016
O  0.0005  -0.0007  -0.0013
O  -0.0033  -0.0079  -0.0034
O  0.0014  -0.0016  -0.0044
N  0.0014  -0.0021  -0.0003
O  -0.0094  0.007  0.001
O  -0.0014  0.0001  -0.0023
O  0.0002  -0.0011  -0.0021
O  0  -0.0002  -0.0028
O  0.001  -0.0005  -0.0016
O  0.0015  -0.0007  -0.0036
O  0.0021  0.0005  -0.0027
O  0.0024  0.0008  0.0031
O  -0.004  0.0003  -0.0088
O  0.0007  -0.0029  -0.0052
O  -0.0013  -0.0029  -0.0038
O  -0.0005  -0.0004  -0.0059

The program warned: the cutoff lies below the one the program advises for these potential files; the forces do not sum to zero within the program's tolerance; the exchange-correlation potential is rough where the density is thin.
